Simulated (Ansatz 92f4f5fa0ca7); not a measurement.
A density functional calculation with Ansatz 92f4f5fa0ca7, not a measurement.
Periodic cell of 220 atoms, Si132O88, from a study of silicon, its oxide and their interface. The atomic structure is a simulated model.
This geometry differs little from another in the collection (a relaxation step or a small displacement).

Settings
functional: r2SCAN
potential files: Ansatz PAW
basis: plane waves
wave-function cutoff: 800 eV
density cutoff ratio: 5
exchange-correlation grid ratio: 1
k mesh: 1 x 1 x 1, shifted by 0.5 0.5 0 of a step
self-consistency stop: 1e-10 eV per atom in the density residual
occupations: fixed
spin: none
net charge: 0

Cell vectors (angstrom)
a 10.88 0 0
b 0 10.88 0
c 0 0 32.0818

Atoms and the computed forces on them: element, x, y, z (angstrom), force x, y, z (eV/angstrom)
Si 0.1341 -0.1338 -0.4704 0.0552 0.0289 -0.121
Si 2.7183 2.584 0.1452 -0.0175 -0.0423 -0.1105
Si 0.9207 4.8729 -0.8596 -0.02 0.0531 0.0298
Si 2.4966 8.6515 -0.0747 -0.0247 -0.0455 0.0938
Si 4.9461 0.4673 -0.1829 -0.0255 0.014 0.008
Si 9.4882 4.7509 -0.6434 0.021 -0.0375 -0.0479
Si 5.2968 5.2057 -0.1676 -0.0085 0.0085 -0.1645
Si 8.1473 7.6708 -0.1092 0.074 0.0308 -0.1899
Si 1.1276 1.3139 1.219 -0.0202 -0.021 -0.0015
Si 4.0607 4.0093 1.4075 0.0487 0.0278 0.031
Si 1.5715 6.9276 1.3659 -0.0767 0.0823 -0.1225
Si 4.0247 9.7822 1.3263 -0.0248 -0.0208 -0.0405
Si 7.1587 1.811 1.458 -0.0145 0.0258 -0.0687
Si 8.8909 3.6671 1.3949 0.022 0.0027 -0.0905
Si 6.5628 6.6984 1.2497 -0.0465 -0.053 0.0366
Si 9.483 9.4203 0.9275 -0.0303 0.016 0.0421
Si -0.1413 2.7571 2.5685 0.0265 -0.0149 0.0166
Si 2.5563 0.0753 2.6862 0.0051 -0.0192 -0.0195
Si -0.0438 8.196 2.5179 0.0469 -0.0193 0.0008
Si 2.8413 5.5304 2.7333 0.0255 -0.0111 0.0296
Si 5.4677 2.7558 2.7938 -0.0247 -0.0104 -0.0135
Si 8.2456 -0.0205 2.4788 0.0274 -0.017 -0.0241
Si 5.3747 8.2485 2.5655 -0.0196 0.0279 -0.0086
Si 7.9585 5.3968 2.6692 0.0301 0.0269 0.0559
Si 1.3185 4.1312 3.8972 -0.0062 -0.0283 -0.0051
Si 4.0219 1.3655 4.0118 0.0162 0.0358 0.004
Si 1.3046 9.4915 3.9903 -0.041 0.0243 -0.0215
Si 4.151 6.8873 4.0665 0.0034 -0.0189 -0.0125
Si 6.7512 4.1126 4.1716 -0.0161 0.0154 -0.0005
Si 9.5445 1.3056 3.9721 -0.0176 0.0257 -0.0098
Si 6.8191 9.5636 3.8756 0.0218 -0.0287 -0.0022
Si 9.4713 6.7929 3.8715 -0.0276 -0.0098 -0.0095
Si 0.0072 -0.0092 5.3569 0.0242 -0.0025 0.0128
Si 2.6818 2.7818 5.3069 -0.0033 -0.0218 0.0158
Si -0.0364 5.4539 5.2838 -0.0107 0.0047 0.0049
Si 2.6967 8.1733 5.3648 0.0224 -0.0001 0.004
Si 5.4397 -0.0143 5.3033 -0.0049 0.0205 0.0058
Si 8.1745 2.6699 5.3563 0.0175 -0.0014 0.0137
Si 5.4409 5.5083 5.453 0.0134 -0.0008 0.0187
Si 8.1534 8.1702 5.2599 0.0099 0.0075 0.0015
Si 1.3775 1.3714 6.6737 -0.0001 0.0254 0.0007
Si 4.0633 4.0959 6.697 -0.0079 -0.0066 0.0076
Si 1.3495 6.7722 6.6817 -0.013 -0.0046 0.0104
Si 4.1018 9.5192 6.6994 -0.0042 0.0033 0.013
Si 6.8048 1.3261 6.7003 -0.0057 -0.0177 0.0046
Si 9.5419 4.0601 6.686 0.0089 0.001 0.0049
Si 6.8575 6.8347 6.7187 -0.0028 0.0206 -0.0012
Si 9.5242 9.4939 6.6568 -0.0119 -0.016 0.0035
Si 0.0409 2.7156 8.054 -0.0024 -0.0244 0.0051
Si 2.75 0.0333 8.0358 -0.0071 -0.0147 -0.0054
Si 0.0064 8.1476 8.0301 0.0086 0.0143 -0.007
Si 2.7371 5.4354 8.054 0.0183 0.0088 0.004
Si 5.4438 2.7142 8.0285 -0.0023 0.0127 0.0028
Si 8.2038 -0.0368 8.0363 0.0133 0.0185 -0.0034
Si 5.4833 8.1684 8.0614 -0.0051 -0.0112 0.0076
Si 8.1848 5.4271 8.0505 -0.0006 -0.0131 -0.005
Si 1.4458 4.0381 9.4055 -0.0087 -0.0093 -0.0155
Si 4.1126 1.3637 9.4151 0.0081 0.0008 -0.0007
Si 1.3969 9.5175 9.3645 0.001 0.0129 0.0077
Si 4.1287 6.7845 9.3994 -0.0111 0.0237 -0.0072
Si 6.8107 4.0555 9.3988 -0.0144 -0.0137 -0.004
Si 9.5747 1.3217 9.4015 0.003 0.0022 -0.0192
Si 6.8732 9.4984 9.4081 0.0074 -0.0067 -0.0188
Si 9.5545 6.7737 9.3957 -0.017 0.0051 -0.0089
Si 0.0934 -0.0143 10.7881 -0.0217 -0.0163 -0.0229
Si 2.7989 2.7134 10.8369 -0.002 -0.0003 -0.005
Si 0.0831 5.4139 10.6767 0.0253 -0.0258 0.0215
Si 2.785 8.1836 10.7154 0.0053 -0.0381 -0.0147
Si 5.5138 -0.0077 10.7058 -0.0095 0.0132 -0.0072
Si 8.1771 2.6638 10.7268 -0.0118 -0.0148 -0.0315
Si 5.4576 5.4073 10.7869 0.0272 0.0091 -0.0115
Si 8.2118 8.1231 10.7866 0.0137 0.0206 -0.0084
Si 1.5305 1.2699 12.1989 0.0174 -0.0318 0.02
Si 4.1117 4.102 12.2394 -0.0196 0.0033 0.0116
Si 1.3997 6.8141 12.0149 0.0043 0.0469 0.0084
Si 4.2457 9.4714 12.0539 -0.0285 0.008 0.0107
Si 6.79 1.3402 12.1238 -0.0051 -0.0083 -0.015
Si 9.6707 3.9646 11.9627 0.0087 -0.0025 0.0351
Si 6.8819 6.7096 12.132 0.0136 -0.0371 0.0023
Si 9.5839 9.5111 12.1259 -0.0053 0.011 -0.0157
Si -0.0235 2.5072 13.421 0.0533 0.1611 0.0016
Si 3.0271 -0.0627 13.5166 0.0234 0.0104 0.0188
Si 0.1054 8.1685 13.4359 0.0407 -0.0231 0.0379
Si 2.6549 5.5187 13.5045 -0.0279 -0.0094 0.0028
Si 5.6307 2.8534 13.5588 -0.0033 -0.0687 0.0224
Si 8.1241 -0.0913 13.4407 0.0085 0.0072 -0.0491
Si 5.4915 8.0453 13.466 0.0067 0.0279 -0.0052
Si 8.4236 5.3671 13.3174 0.0116 0.0287 0.0019
Si 0.8759 4.9599 14.9905 -0.0181 -0.0434 0.0265
Si 4.4183 0.7161 15.3565 -0.0552 -0.0037 0.0403
Si 1.7756 9.2925 14.66 -0.0785 -0.0298 0.0536
Si 3.8397 7.0148 14.7812 0.0406 0.0285 0.1219
Si 7.3936 3.8628 14.7258 -0.0055 0.0288 0.0963
Si 9.3183 1.3996 14.7405 -0.0223 -0.0124 0.119
Si 6.7171 9.4953 14.7975 0.0191 0.014 0.1514
Si 9.9586 6.4717 14.657 -0.0321 -0.0082 0.0168
Si -4.4902 9.5049 29.9546 -0.0182 0.0291 -0.0688
Si -1.4774 -2.6753 19.8894 0.0057 0.0007 0.0175
Si 5.7407 5.5382 16.8502 0.0033 0.012 0.066
Si 8.7595 8.2539 16.7757 0.0288 0.026 0.0588
Si 5.0777 -2.8102 22.5842 -0.0011 0.008 -0.0085
Si -1.9083 -0.5368 24.6585 -0.0085 0.0067 0.0051
Si -0.3521 10.8174 16.2307 0.0491 -0.014 0.0245
Si 8.518 -0.3187 21.6252 0.002 0.0013 0.0038
Si 4.1363 3.999 18.9509 -0.0114 0.0324 0.0138
Si 5.2345 15.589 25.8272 0.0063 -0.0158 -0.0039
Si 0.831 1.3402 18.6227 0.0106 -0.004 0.0076
Si 3.7678 -4.6059 20.5795 -0.0222 0.0112 -0.0117
Si 1.8748 2.299 23.5499 0.0067 -0.0355 0.0048
Si -4.9488 7.2998 19.0932 -0.012 0.0009 0.0319
Si 4.5429 8.3877 25.6952 -0.0003 0.0134 -0.0076
Si 1.2139 -6.4877 18.0372 0.0233 0.0025 0.0272
Si 7.3688 6.5946 21.5212 -0.0011 0.002 -0.0004
Si -7.034 0.9422 18.5313 -0.0159 -0.0061 0.0493
Si -12.2928 8.8343 27.0473 -0.0004 -0.0002 -0.0059
Si 0.0512 -6.4428 22.6735 0.0402 -0.0107 -0.0349
Si -1.1702 -6.5219 24.6321 -0.0154 -0.0049 0.0267
Si 0.659 6.2701 20.3569 0.0287 0.0248 0.0162
Si 5.7172 -0.8986 20.4136 0.0088 0.0045 0.0194
Si 10.6284 1.7936 21.512 -0.0016 -0.0186 0.0225
Si -3.5868 1.1044 28.5055 0.0041 0.0209 -0.0295
Si 2.7807 6.3991 26.9388 -0.0041 -0.0069 -0.0422
Si 0.0348 1.745 25.8036 0.019 -0.0216 -0.0152
Si 6.8652 4.4036 23.5593 -0.0194 -0.0029 0.0058
Si 4.8925 2.3502 24.087 0.0057 -0.0062 0.0074
Si 6.073 0.1299 25.8011 -0.0026 -0.013 -0.0132
Si 7.6293 5.0471 27.9686 -0.0087 -0.0335 0.0058
Si -0.6502 11.4819 28.5058 -0.0262 0.0039 -0.0584
Si 10.4465 5.9991 26.8691 -0.0104 0.006 0.0039
Si 7.2625 3.7463 29.8185 -0.0069 0.0002 -0.0972
Si 6.6045 7.8347 27.6808 0.019 0.0006 -0.0203
Si 13.9773 6.5796 30.0137 -0.0183 0.0064 -0.0769
O -0.1849 0.5348 -1.987 -0.0169 -0.0121 0.0911
O 1.3391 -1.2229 -0.6617 -0.015 0.0274 -0.0098
O 9.2682 5.0897 -4.4536 0.0012 0.0067 0.0082
O -0.6447 7.4869 -4.6529 -0.0019 0.0046 0.0008
O 1.2257 5.8392 -5.1443 0.0069 0.0029 0.0123
O -3.5942 8.4922 -1.2462 0.03 -0.0096 0.0719
O -5.156 19.535 -3.3273 -0.0066 0.0054 0.037
O -3.5012 10.6216 -2.7274 -0.0359 -0.0195 0.0455
O 5.2027 -0.5662 -1.4071 0.0221 -0.0106 0.0429
O 3.7771 1.5421 -0.6001 0.0286 0.0315 0.0015
O 1.8686 3.5385 -0.9069 0.0123 -0.0315 0.0443
O 8.7856 3.7117 -1.6941 0.0179 0.0146 0.0425
O 6.3528 4.3197 -1.0435 0.0014 0.0218 0.0984
O 11.7704 5.6201 0.5976 0.027 -0.0264 -0.0229
O 8.9727 6.3512 -0.7421 -0.0788 -0.0059 0.0886
O 7.1976 17.4218 -3.6726 -0.0012 0.0145 0.0049
O -1.0904 -1.4837 16.3226 -0.0541 0.0121 -0.0065
O -7.4114 -8.7387 23.3426 -0.0041 -0.0015 0.0034
O 4.0098 0.8457 16.9235 0.0254 -0.0034 -0.0459
O -2.5319 2.6428 15.3354 -0.0036 0.0169 -0.0908
O 0.6568 14.2589 14.6554 -0.0439 -0.0869 -0.0023
O -3.9119 10.7269 21.1463 0.002 -0.0109 0.0008
O 4.4992 6.1357 16.0012 -0.0428 -0.0105 -0.0738
O 7.3672 8.7388 16.0957 -0.0181 0.0097 -0.0568
O 6.8293 4.7874 15.9482 0.0208 -0.0246 -0.0591
O 5.3196 4.4697 17.9757 0.002 0.006 -0.0302
O 11.8331 5.086 16.611 0.0006 0.0013 -0.0663
O 4.8374 2.2048 14.8653 -0.0097 0.0031 0.0029
O 5.6859 10.595 15.4197 0.0045 -0.0057 -0.0668
O 8.7726 8.123 18.3932 0.0091 0.0012 -0.0365
O 9.2694 6.8689 16.1128 0.03 0.0017 -0.0678
O 8.7413 -3.677 20.9779 -0.0104 0.0001 0.0004
O 2.7765 -2.7205 15.3654 0.0473 0.035 -0.0593
O -10.0171 2.8235 17.9906 0.0188 0.0068 -0.0127
O 4.3362 -3.7384 19.3151 0.0086 0.0031 -0.0007
O 11.8337 1.4052 22.5395 -0.0073 0.0268 0.0193
O 12.0168 10.382 15.7197 0.0171 -0.0315 0.0066
O -1.0168 0.7887 24.9895 0.0026 0.0038 0.0032
O 17.2341 -2.069 19.4703 0.0012 -0.0017 -0.0141
O 4.7679 3.2029 25.4516 -0.0088 -0.0009 -0.0003
O 8.7907 -0.9458 23.1031 0.007 0.0007 -0.0039
O 2.789 4.528 18.2662 -0.0165 -0.0116 -0.0104
O 1.4747 1.7941 25.0445 -0.0127 0.0232 -0.0063
O 6.5386 6.2719 20.1828 0.0039 0.0013 -0.0204
O -15.9002 16.2173 24.446 -0.0083 -0.0009 0.0079
O -1.6941 1.1368 21.7696 -0.0111 -0.0013 -0.0062
O 4.6355 -2.5207 24.0897 0.0031 -0.0052 -0.0011
O 10.6928 0.4884 17.727 -0.0097 -0.0124 -0.026
O 7.4778 10.4773 25.2372 0.0024 -0.0021 0.0044
O -8.6679 -4.3551 20.5171 -0.0249 -0.0371 -0.0086
O 4.7983 10.8599 19.4205 -0.0025 0.0132 -0.0132
O -1.5965 -12.0644 20.4895 -0.0017 0.0019 -0.0047
O 11.0394 -5.0631 21.8377 -0.0082 0.0007 0.0183
O -0.5591 3.2501 25.671 -0.0208 0.006 0.0002
O -4.4919 6.812 17.632 -0.0227 -0.0129 -0.0313
O 4.1933 2.4122 19.0957 -0.011 0.0024 -0.0341
O 8.137 3.9753 24.4711 0.0202 0.0122 -0.0068
O 4.1768 4.7081 20.4095 0.0078 0.004 -0.0175
O 4.8096 9.3457 21.6079 -0.0037 -0.005 -0.0094
O -1.1672 -1.7231 25.4801 -0.0038 -0.008 0.0042
O 6.6596 7.7046 22.472 -0.0053 -0.0044 -0.0103
O 0.0439 -3.2014 19.8567 0.0043 -0.0141 -0.0063
O 0.3942 -5.7454 19.2207 0.0132 -0.0163 -0.0323
O -0.5035 3.3767 21.5802 0.0011 0.0057 0.0073
O -7.8028 7.8213 26.1545 -0.0034 -0.0044 0.0121
O 5.99 13.9777 23.1299 0.0026 -0.0002 0.0046
O 11.1824 1.2999 27.3589 0.0064 0.0029 0.021
O 0.2009 -9.5294 20.0693 0.0084 0.0118 -0.0151
O -0.8815 -5.0643 25.3197 0.0074 -0.0288 -0.0171
O 5.4402 0.923 24.5561 0.0065 -0.0032 0.0015
O 4.2739 6.7899 22.0192 0.0039 0.0014 0.0125
O 12.3775 14.7407 23.2309 -0.0049 0.0093 -0.0193
O 8.8573 1.4496 28.2615 0.0025 -0.0252 0.0115
O -3.0075 -2.1626 27.2452 -0.0005 -0.0005 0.0272
O 6.4104 11.8448 27.1547 0.0079 0.0007 0.0203
O 3.8269 5.3489 26.286 -0.0104 0.0081 0.0093
O 13.1594 0.645 18.7672 0.0147 0.0079 -0.0074
O 4.2658 -5.1109 30.7753 -0.0053 -0.034 0.0921
O 4.9606 -0.9997 26.1724 -0.009 0.002 0.011
O 3.1482 8.0656 30.6324 0.0023 -0.0071 0.0295
O 1.6209 5.9273 30.2046 0.0212 -0.0224 0.0174
O -11.7216 -0.9303 28.0488 0.0144 0.0123 0.0158
O 5.6865 -3.4303 26.4012 -0.0043 -0.003 0.0043
O 6.3531 1.258 32.1872 0.0339 0.0064 0.0539
O 6.6701 2.2959 29.3991 0.0037 -0.0037 0.0287
O 7.5023 -5.6719 22.3183 0.0109 -0.0066 0.0043
O 6.4991 15.5088 26.8512 0.0056 0.0096 -0.0047
O 3.3289 6.6192 28.4365 0.008 0.0121 0.0634

Results
free energy: -134618.186 eV
free energy less fixed offsets of O -570.45, Si -639.56 eV per atom: 3.334 eV

The program warned: the cutoff lies below the one the program advises for these potential files; the forces do not sum to zero within the program's tolerance; empty levels may hold ghost states of the PAW files; the exchange-correlation potential is rough where the density is thin.
